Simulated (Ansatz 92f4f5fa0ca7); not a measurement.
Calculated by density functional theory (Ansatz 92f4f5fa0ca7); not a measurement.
Periodic cell of 228 atoms, Si140O88, from a study of silicon, its oxide and their interface. The atomic structure is a simulated model.
This geometry differs little from another in the collection (a relaxation step or a small displacement).

Settings: functional r2SCAN; potential files Ansatz PAW; basis plane waves; wave-function cutoff 800 eV; density cutoff ratio 5; exchange-correlation grid ratio 1; k mesh 1 x 1 x 1, shifted by 0.5 0.5 0 of a step; self-consistency stop 1e-10 eV per atom in the density residual; occupations fixed; spin none; net charge 0.

Cell vectors (angstrom)
a	10.888	0	0
b	0	10.888	0
c	0	0	33.1898

Atoms: element, x, y, z (angstrom)
Si	0.3621	-0.6007	0.1914
Si	2.1432	2.8213	-0.0244
Si	0.028	5.1918	0.1635
Si	2.1135	8.5156	0.193
Si	5.6369	-0.3061	0.1165
Si	6.721	1.2842	1.4499
Si	6.1346	5.1077	-0.4671
Si	7.9559	8.4026	0.1421
Si	1.2562	1.2002	1.4111
Si	3.8584	3.8917	1.2225
Si	1.1987	6.7813	1.4628
Si	3.9713	9.4516	1.3419
Si	8.0377	2.642	0.1006
Si	9.473	3.9233	1.4621
Si	6.8425	6.6639	1.2212
Si	9.5059	9.469	1.5078
Si	-0.0535	2.5911	2.8042
Si	2.7281	-0.0278	2.7717
Si	-0.107	8.0856	2.885
Si	2.6728	5.3777	2.675
Si	5.3189	2.6897	2.6906
Si	8.1356	-0.0162	2.7992
Si	5.3775	8.0047	2.6053
Si	8.1334	5.3791	2.7271
Si	1.3343	4.0189	4.0721
Si	4.0514	1.339	4.1284
Si	1.3269	9.4999	4.1177
Si	4.0417	6.7322	4.0539
Si	6.7203	4.0548	4.0523
Si	9.4699	1.3152	4.1855
Si	6.7452	9.4201	4.0145
Si	9.4449	6.713	4.1734
Si	-0.0199	-0.0259	5.4982
Si	2.7008	2.7112	5.4697
Si	-0.0038	5.3892	5.459
Si	2.7196	8.1359	5.4308
Si	5.4443	-0.0497	5.4148
Si	8.1106	2.7313	5.4538
Si	5.4158	5.4302	5.4477
Si	8.1112	8.1423	5.4555
Si	1.3399	1.3654	6.8277
Si	4.0716	4.0822	6.8157
Si	1.3601	6.7855	6.7964
Si	4.0713	9.5212	6.7895
Si	6.7897	1.3382	6.7962
Si	9.5064	4.0713	6.8152
Si	6.7737	6.8076	6.8186
Si	9.4931	9.4986	6.8204
Si	0.0013	2.7475	8.1818
Si	2.7345	0.0222	8.1511
Si	0.0176	8.1724	8.1519
Si	2.7372	5.4634	8.1764
Si	5.4577	2.7352	8.155
Si	8.171	0.0183	8.1727
Si	5.4449	8.2016	8.1666
Si	8.1908	5.4836	8.1544
Si	1.3796	4.114	9.5407
Si	4.0783	1.4089	9.5097
Si	1.3797	9.5549	9.5009
Si	4.1005	6.8499	9.5199
Si	6.8371	4.1269	9.4895
Si	9.5523	1.3778	9.5248
Si	6.7853	9.5856	9.5374
Si	9.5698	6.8289	9.5259
Si	0.077	0.0605	10.8788
Si	2.7613	2.7762	10.9084
Si	0.0791	5.5104	10.9136
Si	2.7612	8.2362	10.8686
Si	5.4162	0.0916	10.8997
Si	8.2138	2.7883	10.8386
Si	5.4923	5.5036	10.8524
Si	8.2106	8.2352	10.8301
Si	1.4526	1.3936	12.3016
Si	4.1328	4.1802	12.2353
Si	1.4753	6.8906	12.2742
Si	4.0376	9.6343	12.2741
Si	6.7834	1.5218	12.1835
Si	9.62	4.0978	12.2108
Si	6.8614	6.889	12.1806
Si	9.5736	9.6017	12.1765
Si	0.1287	2.7922	13.628
Si	2.7528	0.0778	13.8033
Si	0.0864	8.2848	13.5458
Si	2.9009	5.5775	13.67
Si	5.483	2.8875	13.638
Si	8.1971	0.1682	13.4084
Si	5.496	8.3031	13.4976
Si	8.2503	5.4961	13.4696
Si	1.5394	4.1772	14.9774
Si	4.2402	1.4809	15.0914
Si	1.1593	9.706	15.118
Si	4.3567	6.9531	15.0264
Si	6.8829	4.3178	14.9434
Si	9.4935	1.481	14.8461
Si	6.8586	9.7277	14.7597
Si	9.6525	6.8145	14.7625
Si	-0.6865	-0.2364	16.2723
Si	2.7962	2.77	16.4235
Si	0.2032	5.6383	16.2103
Si	2.0468	8.2168	16.6575
Si	5.9894	0.419	16.3043
Si	8.0865	2.7839	16.1716
Si	6.1279	6.0994	16.3313
Si	8.2695	8.292	15.8681
Si	-10.0863	18.7283	29.1249
Si	5.4819	15.0561	25.097
Si	3.3053	29.7122	30.567
Si	0.9159	15.9505	22.8855
Si	14.176	22.948	28.5069
Si	17.3851	12.2711	24.3681
Si	9.9322	7.0089	24.3746
Si	23.1431	15.6585	28.4609
Si	-13.8561	32.0476	29.071
Si	13.5643	11.8169	20.311
Si	15.6423	-2.9373	21.2871
Si	-1.1321	11.8447	31.1465
Si	2.4767	7.6621	19.3926
Si	-5.5117	5.9899	29.7758
Si	11.9127	10.5348	22.5324
Si	19.6426	11.4967	26.4767
Si	10.1223	4.3457	17.9631
Si	3.6113	6.3279	23.6268
Si	21.1151	3.2321	26.5494
Si	15.0342	14.0675	19.2338
Si	20.4366	8.8156	21.7928
Si	5.0665	10.3938	30.4682
Si	-13.8872	-3.7212	28.7308
Si	4.881	-4.9226	19.159
Si	-4.1696	21.2642	21.7271
Si	-10.2373	1.5728	18.1653
Si	-5.4777	11.4389	19.1992
Si	4.2244	-6.9717	27.8499
Si	13.3104	-23.6979	24.6931
Si	22.9719	2.2022	24.1419
Si	-0.2938	6.3415	20.3211
Si	1.3752	2.47	30.3302
Si	10.8479	19.9708	26.4734
Si	8.1001	5.5423	25.9953
Si	-1.2808	6.9584	31.0852
Si	3.6551	-10.193	25.4122
O	4.6461	-6.1965	0.0155
O	5.2777	-6.101	-4.4838
O	2.2579	-2.4235	-3.7343
O	8.751	3.6222	-15.7582
O	9.7711	8.1053	-9.9686
O	-10.9421	7.8256	-2.6937
O	2.3275	2.2219	-1.5507
O	-1.8564	0.1715	-3.2503
O	4.7051	3.5254	-6.8288
O	1.4716	-1.5917	-7.2356
O	-4.3076	5.1158	-7.4141
O	17.9856	3.8006	-0.5774
O	-13.0886	1.6643	-1.044
O	11.1117	14.8646	-5.5337
O	6.5299	-0.5166	-3.3448
O	-7.4656	3.4608	17.7883
O	5.7214	-5.2584	17.8336
O	5.6467	21.5671	17.7838
O	4.6163	17.9395	22.6092
O	1.7198	12.5309	16.9442
O	1.1814	6.8381	16.7893
O	21.894	-5.0637	24.0814
O	-20.2691	25.8033	29.8936
O	12.4602	-1.6472	23.3428
O	3.4155	-4.38	18.7488
O	25.9006	24.3126	28.6633
O	9.0769	4.2609	26.0816
O	11.4009	11.7562	23.4889
O	17.6936	9.4928	32.9064
O	10.3957	11.4251	17.704
O	13.0889	8.7412	18.2046
O	10.7091	13.0339	30.617
O	1.1499	-7.4186	23.1182
O	-7.3609	7.9206	16.0644
O	0.0722	19.6787	28.0531
O	0.3194	13.5965	25.3861
O	-19.3991	5.7363	22.771
O	9.6257	7.5991	20.7076
O	1.8212	12.3579	29.1253
O	16.9341	16.5187	31.1973
O	-3.6314	18.1506	16.6766
O	0.9487	6.3192	28.5881
O	15.3059	15.9893	24.3069
O	5.5464	7.0678	20.1555
O	9.8931	16.2968	19.1848
O	11.9804	17.8893	19.847
O	13.5949	12.6525	24.6034
O	3.2006	22.4931	26.9653
O	4.0217	10.9664	29.4071
O	13.1584	0.2919	21.7233
O	15.4607	-1.9949	30.7906
O	20.756	10.3402	26.1585
O	-2.5842	41.3888	28.7982
O	7.7519	0.0691	27.6174
O	13.4161	18.6811	31.9668
O	-7.8527	7.4591	24.6691
O	-7.606	8.2921	20.6582
O	1.3339	0.8783	19.4346
O	27.0131	0.9466	25.2691
O	-2.1255	6.3577	29.8401
O	1.1362	4.0888	32.8837
O	4.6797	15.4299	19.8999
O	3.9363	10.988	19.7192
O	9.2184	-1.5052	16.6899
O	-5.3536	9.2727	21.7587
O	10.3457	18.6347	25.7388
O	11.0357	13.9713	18.4896
O	21.6037	-0.9447	21.6097
O	3.5625	10.0912	24.7897
O	8.4921	17.2426	24.6566
O	17.4442	22.0064	20.2916
O	-0.7265	5.7683	32.0219
O	-2.6962	-4.4018	27.3036
O	-4.6694	-7.8852	24.2025
O	-1.3958	-8.9824	27.101
O	3.1462	-8.3981	20.3192
O	27.1487	2.1567	18.9689
O	14.7628	28.291	30.0567
O	13.6824	4.6647	27.7011
O	7.8787	1.0377	25.1684
O	10.6874	-0.1258	31.9117
O	19.0248	9.599	21.7646
O	-2.2378	7.9389	31.9331
O	5.0961	0.3133	31.88
O	10.9335	-5.548	21.5512
O	6.5659	11.4624	22.9435
O	6.3137	-3.7864	29.0778
O	-3.8154	1.6	16.6864

Results
free energy: -139742.344 eV
free energy less fixed offsets of O -570.45, Si -639.56 eV per atom: -4.344 eV

Forces (eV/angstrom), in the order of the atoms: element, x, y, z
Si	-0.0007	0.0003	0.0014
Si	0.0003	-0.0007	-0.0004
Si	-0.0006	0.0007	-0.0024
Si	0.0009	0.0003	-0.0005
Si	0.0002	0.0009	-0.001
Si	-0.0005	0.0006	-0.0009
Si	0.0002	0.0004	0.0002
Si	0.0008	-0.0003	-0.0002
Si	-0.0014	0.0002	0.0006
Si	0.0015	0.0007	0.0001
Si	0.0001	0.0006	0.0006
Si	-0.0003	0.001	-0.0004
Si	-0.0003	0.0009	-0.0001
Si	-0.0013	0.0006	-0.0005
Si	0.0007	-0.0012	-0.0002
Si	-0.0004	-0.0002	-0.0006
Si	0.0005	-0.0019	-0.0011
Si	0.0002	-0.0002	0.0008
Si	0.0001	0.0008	0
Si	-0.0001	0.0012	0.0002
Si	-0.0001	0.0005	0.0005
Si	0.0018	0.0007	-0.0007
Si	-0.0005	-0.0001	-0.0001
Si	-0.0008	0.0006	-0.0011
Si	0.0009	0	0.0017
Si	-0.0008	0.0007	0.0003
Si	0.0004	0.0004	-0.0002
Si	0.0003	0.0001	0.0012
Si	-0.0005	-0.0002	0.0009
Si	0.0002	-0.0005	0.0001
Si	-0.0004	0.0001	0.0001
Si	-0.001	0.0011	0.0002
Si	-0.0002	-0.0001	-0.0001
Si	0	0.0009	0.0007
Si	-0.0007	-0.0005	0.0008
Si	-0.0008	0.0001	0.0005
Si	0.0001	0.0003	0.0001
Si	-0.0006	0.001	0.0006
Si	0.0001	0.0006	0.0006
Si	-0.001	0	0.0005
Si	-0.0005	0.0013	0.0002
Si	-0.0009	0.001	0.0004
Si	-0.0004	0.001	0.0001
Si	-0.0005	0.0006	-0.0003
Si	-0.0008	0.0003	0.0005
Si	-0.0002	0.0011	0.0004
Si	-0.0003	0.0009	0
Si	0.0001	0.0007	0.0003
Si	-0.0007	0	0.0004
Si	-0.0005	0.0003	0.0004
Si	-0.0006	0.0005	0.0005
Si	-0.0007	0.0003	0.0005
Si	-0.0003	0.0007	0.0002
Si	-0.0009	0.0006	0.0002
Si	-0.0014	0.0001	0.0005
Si	-0.0004	-0.0003	0.0001
Si	-0.0004	0.0003	0.0006
Si	-0.0013	0.0001	0.0005
Si	-0.0005	0.0005	0.0004
Si	-0.0003	-0.0004	0.0007
Si	-0.0008	0.0003	0.0003
Si	-0.0002	0.0006	0.0009
Si	-0.0001	0.0002	0.0007
Si	0.0001	0.0008	0.0012
Si	0.0002	0.0003	-0.0002
Si	0	-0.0006	0.0014
Si	-0.0006	0.0009	0.0007
Si	-0.0007	0.0012	-0.0001
Si	-0.0001	0.0004	0.0011
Si	-0.0001	0.0005	0.0009
Si	-0.0003	-0.0003	0.0001
Si	0	-0.0002	0.0008
Si	-0.0015	0.0003	0.0001
Si	0.0003	0.0012	0
Si	-0.0007	0.0004	-0.0006
Si	-0.0006	-0.0003	0.0002
Si	-0.0009	0.0015	0
Si	-0.0002	0.0005	0.0006
Si	-0.0004	0.0012	0.0003
Si	0.001	0	-0.0001
Si	0.0004	0.0002	-0.0007
Si	-0.0003	0.0001	0.0005
Si	-0.0006	0.0005	0.0001
Si	-0.0019	-0.0005	0.0017
Si	0.0003	0.0004	0
Si	0	0.0009	0.0017
Si	0.0001	0.0013	0.0025
Si	-0.0023	-0.001	0.0005
Si	-0.0011	0	0.0008
Si	0	0.0008	-0.0006
Si	-0.0021	0.0005	0
Si	-0.0047	0.003	0.0045
Si	-0.0006	0.0006	0.0006
Si	-0.0008	0.0008	0.0014
Si	-0.0007	0.0001	-0.0001
Si	0.0008	-0.0001	0.0007
Si	-0.0005	-0.0002	0.0029
Si	-0.0012	0.0008	0.0018
Si	0.0013	0.0032	-0.0001
Si	0.0023	-0.0046	-0.0031
Si	-0.0003	-0.0009	0.002
Si	-0.0018	0.0003	0.0024
Si	-0.0003	0.0009	0.0024
Si	-0.0009	0.0012	0.003
Si	0.0003	0.0015	0.0006
Si	-0.0001	-0.001	0.0003
Si	0.0006	-0.001	0.0006
Si	0.0009	-0.0004	-0.0005
Si	0.0004	-0.0022	-0.0004
Si	-0.0006	0.0009	0.0002
Si	0.0001	0.0001	0.0004
Si	0.0017	-0.0001	-0.0001
Si	0.0008	-0.0004	-0.0005
Si	0.0002	0.0003	0.0022
Si	0.0004	0.0003	-0.0001
Si	0	0.0002	0.0002
Si	0.0005	-0.0009	0.0022
Si	-0.0005	-0.0003	-0.0001
Si	0.0007	-0.0005	0.0007
Si	-0.0006	-0.0007	0
Si	-0.0012	0.0002	-0.0001
Si	0.0016	-0.0004	-0.0003
Si	0.0006	-0.0005	0.0017
Si	-0.0005	0.0008	-0.0006
Si	-0.0002	-0.0007	0.0009
Si	-0.0004	0	0.0002
Si	0.0006	-0.0014	-0.0013
Si	-0.0006	-0.0003	-0.0014
Si	0.0002	0.0014	0.0008
Si	-0.0004	-0.0006	-0.0002
Si	0.0006	0.0005	0.0003
Si	0	-0.0006	0
Si	0.0006	-0.0013	0.0002
Si	0.0014	0.0002	0.0003
Si	0	-0.0004	0.0016
Si	0.0007	-0.0009	0.001
Si	0.0003	-0.0018	0
Si	0.0006	-0.0014	0.0004
Si	0.0015	-0.0003	0.0005
Si	0	0	-0.0007
O	0.0007	-0.0004	-0.001
O	0.0002	0.0005	0.001
O	-0.0004	-0.0018	0.0019
O	0.0008	0.001	0.0009
O	-0.0002	-0.0001	0.0004
O	-0.0002	-0.0008	0.0005
O	0.0002	-0.0002	0.0012
O	0.0011	0.0002	0.0014
O	0	0.0006	0.0004
O	0	-0.0026	0.0003
O	0.0009	-0.002	0.0008
O	0	-0.0002	-0.0003
O	0.0005	0.0003	-0.0003
O	0.0007	-0.0006	-0.0006
O	0.001	-0.0004	0.0011
O	-0.0003	-0.0008	0.0012
O	-0.0002	-0.0001	-0.0019
O	-0.0012	0.0011	0.0003
O	-0.0005	-0.0017	0.0004
O	0	0.0002	0.0015
O	0.0005	0.0021	0.0005
O	-0.0004	-0.0005	-0.0001
O	0.0029	-0.001	-0.0003
O	0.0007	0.0016	-0.0007
O	0.0008	0.0008	-0.0005
O	-0.0002	0.0006	0.0004
O	0.0001	0.0003	0.0004
O	0.0015	-0.0013	0.001
O	0	0.0007	-0.0007
O	-0.0008	0.0011	0.0007
O	-0.0002	-0.0004	-0.0002
O	-0.0001	-0.0006	0.0001
O	0.0001	-0.0022	0.0022
O	-0.0029	-0.0017	-0.0019
O	0.0006	-0.0012	0.0009
O	0.003	-0.0006	0.0018
O	0.0008	-0.0014	0.0011
O	0.0006	-0.0012	0.001
O	0.0002	-0.0001	0.0002
O	-0.0014	-0.0004	0.0012
O	0.0013	0.0013	-0.0015
O	0.0018	-0.0009	0.0011
O	0.003	-0.0013	0.0011
O	-0.0006	0.0005	-0.0001
O	-0.0004	-0.0009	0.0004
O	-0.0001	-0.0001	-0.002
O	0.0014	-0.0014	0.0011
O	0.0007	0.0006	0.0005
O	0.0024	-0.0001	0.0013
O	-0.0017	0.0001	0.0012
O	0.0001	-0.0001	-0.0002
O	0.0002	0.0006	0.0008
O	0.0011	-0.0001	0.0015
O	0.0014	-0.0003	0
O	-0.0007	0	0.0008
O	0.0005	0	-0.0003
O	0.0001	-0.0008	0.0005
O	0	0.0006	0.0003
O	0.0006	-0.0014	0.0007
O	0.0002	-0.0007	0.0013
O	0.0005	-0.0006	0.0004
O	-0.0007	0.0013	-0.0016
O	-0.0007	0.0006	0.0002
O	-0.0016	-0.0002	-0.0009
O	0.0006	0.0001	-0.0009
O	-0.0006	-0.0028	-0.0004
O	-0.0015	0.0008	-0.0004
O	-0.0001	-0.0005	0.0018
O	-0.0004	-0.0005	0
O	0.0011	-0.0002	0.0011
O	-0.0003	-0.0006	0.0007
O	0.0003	-0.0001	0.0016
O	0.0007	-0.001	0.0012
O	0.0015	-0.0007	0.0008
O	0.003	0.0004	-0.0005
O	0	-0.0005	-0.0002
O	-0.0002	-0.0004	0.0015
O	0.001	0.0003	0.0009
O	0.0002	-0.0016	0.0013
O	0.0008	-0.0017	0.0006
O	-0.0005	0.0001	-0.0001
O	0.0006	-0.0008	0.0001
O	0.0011	0.0001	0.001
O	0.0003	-0.0012	-0.0001
O	0.0013	0	0.0008
O	0.0004	-0.0009	0.0002
O	0.0008	-0.0004	0.001
O	0.0003	0.0009	0.0001

The program warned: the cutoff lies below the one the program advises for these potential files; the forces do not sum to zero within the program's tolerance; empty levels may hold ghost states of the PAW files; the exchange-correlation potential is rough where the density is thin.
